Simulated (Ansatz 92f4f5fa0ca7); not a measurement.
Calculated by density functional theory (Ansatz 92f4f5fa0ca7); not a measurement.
Periodic cell of 189 atoms, Si117O72, from a study of silicon, its oxide and their interface. The atomic structure is a simulated model.

Settings: functional PBE; potential files Ansatz PAW; basis plane waves; wave-function cutoff 700 eV; density cutoff ratio 5; exchange-correlation grid ratio 2; k mesh 2 x 2 x 1, shifted by 0.5 0.5 0.5 of a step; self-consistency stop 5e-08 eV per atom in the density residual; occupations Fermi-Dirac, 0.05 eV; spin none; net charge 0.

Cell vectors (angstrom)
a	11.5983	0	0
b	0	11.5983	0
c	-1.7036	1.6754	24.2643

Atoms: element, x, y, z (angstrom)
Si	11.9915	12.6974	0.1946
Si	11.9557	4.2313	0.6817
Si	12.1318	7.3159	0.4287
Si	4.1882	11.057	0.295
Si	4.0212	4.9063	0.2538
Si	4.2444	7.9194	1.0187
Si	8.0725	12.205	0.437
Si	8.0786	3.8504	0.358
Si	8.1919	8.2879	0.3422
Si	2.2837	11.9219	1.5118
Si	2.3524	4.2296	1.8428
Si	2.2013	7.8824	2.0427
Si	6.0732	11.7656	1.6513
Si	6.028	4.2798	1.5179
Si	6.3473	8.1186	1.9032
Si	10.1185	11.9324	1.6095
Si	9.9474	4.2224	1.8214
Si	10.1274	7.8502	1.6287
Si	2.4012	2.1988	3.0432
Si	2.299	6.0077	3.3428
Si	2.189	10.002	3.0721
Si	6.0424	2.2546	2.9101
Si	6.2175	6.0804	3.0779
Si	6.2044	10.0072	3.1992
Si	10.0341	2.2242	3.0715
Si	9.9996	6.1013	3.174
Si	10.1324	9.9031	2.9557
Si	0.3992	2.2365	4.4289
Si	11.9084	6.0533	4.5579
Si	0.3194	9.9723	4.5031
Si	4.2671	2.2361	4.4857
Si	4.3168	6.0877	4.5236
Si	4.1966	9.9706	4.4593
Si	8.0251	2.2444	4.369
Si	8.0818	6.0768	4.4992
Si	8.204	9.9707	4.4263
Si	11.9407	11.9302	5.8326
Si	11.9417	4.1273	5.872
Si	11.9271	8.0096	5.8686
Si	4.2533	11.8979	5.8343
Si	4.2665	4.1694	5.8732
Si	4.2487	8.0303	5.8599
Si	8.1149	11.9228	5.7574
Si	8.0908	4.1458	5.8188
Si	8.1053	8.0176	5.8244
Si	2.3013	11.9334	7.17
Si	2.2973	4.1874	7.2057
Si	2.2831	8.0117	7.2027
Si	6.2198	11.9067	7.1621
Si	6.2042	4.175	7.2302
Si	6.2003	8.0083	7.2293
Si	9.9938	11.9448	7.1835
Si	9.9981	4.1715	7.2241
Si	9.9887	7.9506	7.2376
Si	2.3496	2.2644	8.5361
Si	2.2382	6.0994	8.6228
Si	2.2842	9.9844	8.4827
Si	6.2827	2.2341	8.5529
Si	6.1481	6.0761	8.6743
Si	6.2465	9.9793	8.5162
Si	9.9771	2.2668	8.5787
Si	9.9975	6.0421	8.7187
Si	9.942	9.9501	8.4627
Si	11.9626	2.2863	9.833
Si	11.9681	6.1186	10.115
Si	11.8786	9.9537	9.7527
Si	4.3389	2.3614	9.8405
Si	4.143	6.1274	10.0168
Si	4.2652	10.0194	9.7763
Si	8.1241	2.2246	10.0676
Si	8.0452	5.9517	10.1389
Si	8.1291	9.9445	9.9726
Si	11.9168	11.8881	10.9936
Si	11.987	4.0391	11.4278
Si	11.8636	8.2445	11.3439
Si	4.4052	11.9968	11.0179
Si	4.2495	4.1733	11.3816
Si	4.1122	8.1858	11.2308
Si	8.2744	11.8581	11.394
Si	8.05	4.0144	11.7205
Si	7.9695	7.9731	11.3441
Si	2.3548	11.8965	12.0291
Si	2.347	3.3577	12.628
Si	2.2429	8.8943	12.5236
Si	6.2227	11.7589	12.533
Si	5.9594	4.3584	13.0556
Si	5.996	8.5462	12.6113
Si	10.3334	11.9557	12.7556
Si	10.1613	3.517	12.9068
Si	9.8734	7.9721	12.6815
Si	5.2879	6.7802	14.8051
Si	3.8673	3.7311	18.1471
Si	-0.0009	9.7662	21.9759
Si	11.1299	12.8033	18.8963
Si	10.2558	9.8424	15.0655
Si	6.6625	3.4306	19.3442
Si	2.191	6.8979	14.8258
Si	-2.0474	3.6761	19.1502
Si	4.3484	-1.0758	17.4001
Si	5.3171	0.821	15.4711
Si	5.2547	7.6548	17.7061
Si	-2.1904	8.9263	19.9806
Si	6.6562	8.218	20.1159
Si	2.5681	11.606	21.8639
Si	2.6491	12.508	18.8565
Si	9.7513	13.4285	21.5113
Si	1.3628	6.881	21.6051
Si	5.1903	9.9607	21.9514
Si	11.7101	7.5354	16.6798
Si	6.1504	5.4837	21.4339
Si	6.6066	12.2816	18.1601
Si	3.8871	3.3341	15.1534
Si	9.3167	10.7717	17.663
Si	11.0291	5.7508	14.4583
Si	10.9056	6.4303	19.4902
Si	7.0348	0.5898	22.5462
Si	3.6176	5.9758	19.8937
O	12.0353	5.7164	-0.159
O	11.9522	2.7603	-0.1745
O	-3.5605	3.8437	18.5658
O	3.5657	4.4258	-1.3044
O	12.7162	12.9904	18.6992
O	2.9464	4.6591	19.1511
O	6.5891	8.2108	18.4761
O	9.5066	8.8137	14.0636
O	8.4154	12.5157	21.753
O	5.8344	9.1968	23.2644
O	2.625	12.9017	22.8899
O	5.2921	8.8814	20.7231
O	2.9411	11.1965	17.9069
O	10.4447	13.6698	22.9561
O	9.4601	14.8589	20.7413
O	10.7566	6.4198	15.9317
O	2.3925	10.518	12.9644
O	2.2759	1.7056	12.9141
O	6.0882	12.4299	14.0458
O	2.6414	3.7857	14.219
O	8.0266	13.8347	0.5137
O	6.3387	1.3247	16.6719
O	5.3358	3.5742	14.399
O	0.2585	6.0173	20.7491
O	6.8569	6.6819	20.5898
O	3.9682	1.7378	15.4667
O	5.5172	-0.5098	18.42
O	1.0703	10.9661	21.787
O	10.226	1.9054	13.3191
O	-1.0757	9.8118	20.7391
O	10.1519	6.4353	13.2623
O	3.5809	13.7531	18.3913
O	10.5221	4.2032	14.3886
O	6.5242	1.8006	19.3499
O	6.1753	5.8527	13.7764
O	2.5652	7.0365	20.5061
O	11.5877	7.3397	18.3008
O	2.979	12.1828	20.3994
O	4.7644	-0.6648	15.8768
O	10.737	12.626	20.4758
O	1.0396	5.9448	14.1365
O	8.1057	11.6758	18.2356
O	10.3284	5.0619	18.8694
O	2.2042	8.3168	14.0593
O	9.3558	9.3282	18.4063
O	8.0311	11.8923	-1.2017
O	6.0698	11.2942	21.5899
O	1.6894	7.2081	16.3605
O	4.255	8.9042	17.3877
O	0.7699	8.3423	21.9398
O	5.6036	8.2459	14.1982
O	3.6441	4.1087	16.5812
O	10.3537	14.1209	18.3266
O	-1.9018	7.3335	20.0918
O	3.968	9.4001	0.277
O	6.2034	10.1544	12.776
O	6.681	4.041	20.8609
O	-3.6805	9.1321	20.6142
O	4.5437	5.5094	21.1516
O	-0.8481	9.9325	23.3625
O	3.6516	10.4139	22.193
O	11.3152	9.0211	16.0528
O	8.1884	4.0976	-1.2744
O	8.8918	9.681	-0.2869
O	4.4696	6.7009	18.7335
O	4.2343	6.5538	0.0258
O	3.7136	6.319	14.7296
O	10.8197	11.0318	14.0776
O	5.4299	4.0447	18.4912
O	10.7192	11.5262	17.9865
O	9.1577	10.5325	16.0651
O	5.7139	6.816	16.3855

Results
free energy: -115334.658 eV
free energy less fixed offsets of O -569.03, Si -635.61 eV per atom: 1.872 eV
pressure: 0.31 GPa
stress xx, yy, zz, yz, xz, xy (GPa, positive in tension): -0.84, -0.73, 0.63, 0.3, -0.06, 0.13

Forces (eV/angstrom), in the order of the atoms: element, x, y, z
Si	0.0644	0.0263	-0.3316
Si	-0.073	-0.0202	-0.3334
Si	0.056	-0.1543	-0.4981
Si	-0.0142	-0.1712	-0.4004
Si	0.0135	0.1325	-0.4971
Si	-0.1412	0.0904	-0.8369
Si	0.0083	0.2307	0.2383
Si	-0.1424	0.1001	-0.1156
Si	-0.0391	-0.3298	-0.134
Si	-0.0328	0.1003	0.1084
Si	0.1078	0.0265	-0.1275
Si	-0.1825	-0.137	-0.022
Si	0.0744	0.0277	-0.2276
Si	0.0663	-0.0808	-0.2889
Si	0.2267	-0.121	-0.1238
Si	0.0022	0.1214	-0.1782
Si	-0.063	-0.1298	-0.2962
Si	0.0481	0.0746	-0.0364
Si	0.0104	-0.1505	0.1361
Si	-0.089	-0.0463	0.3766
Si	0.0183	0.1994	0.0857
Si	0.1087	0.0615	0.1068
Si	0.0325	-0.0581	0.0309
Si	-0.0723	0.1292	0.2856
Si	-0.1453	-0.088	0.2508
Si	0.0237	-0.0367	0.031
Si	-0.09	0.1686	-0.2132
Si	-0.0902	-0.0057	-0.2731
Si	0.066	-0.0136	0.0953
Si	0.0798	-0.0627	-0.002
Si	-0.0401	0.0134	-0.1993
Si	-0.0254	0.0939	0.0056
Si	-0.0347	0.0135	-0.0582
Si	0.0955	-0.0569	-0.289
Si	-0.0117	-0.0282	0.0025
Si	-0.0123	-0.0125	0.0598
Si	0.0184	0.0732	-0.0329
Si	-0.0149	-0.0085	0.0983
Si	0.0293	-0.015	0.0109
Si	-0.0327	0.0166	-0.0287
Si	0.0644	-0.1094	0.0464
Si	-0.0586	-0.0257	0.0393
Si	0.0385	0.0796	-0.0527
Si	0.0025	0.0838	-0.0177
Si	-0.0722	-0.0603	-0.09
Si	0.0176	-0.0376	-0.1029
Si	-0.0485	0.1049	-0.0606
Si	0.0642	-0.0289	-0.0317
Si	-0.0061	-0.1114	0.024
Si	0.006	0.0231	0.0801
Si	0.0344	0.101	0.0606
Si	-0.0858	0.059	0.0013
Si	0.0127	-0.1269	0.0522
Si	-0.007	0.0132	0.0839
Si	-0.073	0.0546	0.1028
Si	0.0135	0.0178	0.0236
Si	0.023	-0.0142	0.1013
Si	-0.0901	0.0717	-0.0291
Si	-0.0065	-0.1019	0.0063
Si	-0.1057	-0.1061	0.109
Si	0.0895	0.1149	0.0685
Si	0.0096	0.0385	0.0304
Si	0.052	-0.0166	0.0282
Si	-0.0549	0.239	-0.1557
Si	-0.0726	-0.0831	0.2062
Si	-0.0125	-0.0846	-0.2616
Si	0.0912	0.1282	-0.2491
Si	0.0675	0.0745	-0.0246
Si	0.1454	-0.0318	-0.3023
Si	0.1053	0.0396	0.2386
Si	-0.0267	-0.0909	0.0996
Si	-0.1705	-0.0889	0.0719
Si	-0.1119	-0.0936	0.2722
Si	-0.0784	0.0272	0.0578
Si	0.0507	-0.1032	0.1478
Si	0.1002	-0.1215	0.2231
Si	-0.2317	-0.1323	0.0717
Si	0.1286	-0.018	0.225
Si	0.1297	-0.0353	0.3199
Si	0.1162	0.0264	0.1246
Si	-0.117	0.1776	0.1434
Si	0.1387	0.0588	0.636
Si	0.1263	-0.1834	0.5593
Si	0.0144	0.5163	0.5603
Si	-0.1135	-0.1283	0.3125
Si	-0.0914	0.0492	0.2842
Si	-0.1182	0.3117	0.0016
Si	0.0718	0.1306	0.0232
Si	0.0558	-0.2649	-0.1025
Si	-0.0227	-0.3396	0.1205
Si	0.0726	0.0712	0.3912
Si	-0.0521	-0.0837	0.2647
Si	-0.0942	-0.13	-0.5162
Si	-0.0023	0.0712	-0.2183
Si	-0.0049	0.1537	0.5705
Si	0.0195	-0.0326	-0.2437
Si	0.0016	0.1423	0.3948
Si	0.0352	0.1008	-0.2553
Si	-0.0797	-0.0176	0.1437
Si	-0.0993	-0.1198	0.3612
Si	0.0857	0.1278	0.1829
Si	-0.0619	-0.2084	-0.1291
Si	0.1398	0.0014	-0.2404
Si	0.023	0.0842	-0.4262
Si	-0.0459	0.0105	-0.2816
Si	0.0855	0.1489	-0.6642
Si	0.007	-0.1205	-0.5483
Si	-0.0407	-0.2464	-0.5995
Si	-0.0516	0.1061	0.4655
Si	-0.0942	0.0297	-0.4545
Si	0.0375	-0.0907	0.0886
Si	-0.0097	-0.06	0.3046
Si	0.0002	-0.0047	0.164
Si	-0.0351	0.0999	0.4188
Si	-0.1439	-0.011	-0.0832
Si	-0.0677	0.0031	-0.4139
Si	0.0015	-0.0986	-0.2332
O	0.0376	0.1274	0.4872
O	0.0625	-0.274	0.4337
O	0.0038	-0.054	0.1718
O	0.1487	0.0341	0.6106
O	-0.014	0.0104	0.0424
O	0.1204	0.0606	-0.015
O	-0.1333	-0.0703	0.0618
O	0.0582	-0.1643	-0.4388
O	-0.197	-0.0557	0.2746
O	0.1984	0.2608	0.4536
O	0.0244	0.0802	0.4789
O	-0.1285	0.2574	0.3899
O	0.108	0.0508	0.0447
O	-0.0256	0.133	0.4897
O	-0.0173	-0.1847	0.2502
O	0.0376	-0.1267	-0.3441
O	-0.1537	-0.4706	-0.6057
O	-0.0284	0.3003	-0.4009
O	0.1741	-0.0114	-0.5446
O	-0.1425	0.0397	-0.4589
O	-0.1143	-0.2169	-0.1606
O	-0.1048	-0.0129	-0.2284
O	0.2199	0.2181	-0.3962
O	0.0914	0.0779	0.265
O	0.0063	-0.1279	0.1811
O	-0.0603	0.0383	-0.1451
O	-0.0218	0.0345	-0.0765
O	0.0737	-0.0517	0.1795
O	-0.0871	0.3391	-0.1791
O	0.2805	0.0909	0.3969
O	-0.025	0.2406	-0.1827
O	0.0528	0.0156	0.0156
O	-0.0083	0.0701	-0.1368
O	-0.0151	0.0428	0.0085
O	0.0961	-0.3278	-0.2631
O	-0.0972	0.0429	0.2742
O	0.0331	0.0208	-0.2505
O	-0.0318	-0.1047	0.3961
O	0.0799	0.153	-0.1364
O	-0.0918	0.0323	0.3173
O	-0.0764	-0.06	-0.11
O	0.0003	0.0021	-0.0335
O	0.0397	0.0014	0.0567
O	-0.0341	-0.1095	-0.2782
O	0.0197	0.113	0.0109
O	0.061	-0.0822	0.219
O	0.0764	0.1431	0.1809
O	0.1206	-0.0967	-0.4063
O	0.0373	0.0192	-0.0554
O	0.0553	0.075	0.1493
O	0.0447	-0.0405	-0.2504
O	0.084	-0.0674	-0.3379
O	-0.0083	-0.0118	0.0842
O	0.0744	0.0316	0.09
O	0.1561	0.1143	0.1222
O	0.0212	-0.2627	-0.0472
O	-0.0208	0.1077	0.1799
O	-0.0484	-0.0256	0.0527
O	0.0545	-0.0245	0.2015
O	-0.1275	-0.1391	0.2584
O	0.0225	-0.0304	0.1623
O	-0.0274	0.0209	-0.2588
O	0.0445	0.0689	0.591
O	-0.0994	-0.1703	-0.0111
O	-0.0395	-0.0196	-0.019
O	-0.0406	0.0369	0.4158
O	-0.1026	-0.0128	-0.0537
O	-0.0929	0.1591	-0.4615
O	0.0139	-0.0251	0.0051
O	-0.032	0.0227	0.042
O	0.0863	-0.1129	-0.2519
O	-0.0952	-0.0448	-0.405

The program warned: the cutoff lies below the one the program advises for these potential files.
